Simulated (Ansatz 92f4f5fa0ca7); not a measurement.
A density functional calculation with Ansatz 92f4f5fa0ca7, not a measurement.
Periodic cell of 234 atoms, Si134O100, from a study of silicon, its oxide and their interface. The atomic structure is a simulated model.

Settings: functional r2SCAN; potential files Ansatz norm-conserving; basis plane waves; wave-function cutoff 1300 eV; density cutoff ratio 4; exchange-correlation grid ratio 1; k mesh 2 x 2 x 1, shifted by 0.5 0.5 0.5 of a step; self-consistency stop 5e-08 eV per atom in the density residual; occupations Fermi-Dirac, 0.05 eV; spin none; net charge 0.

Cell vectors (angstrom)
a  11.5403  0  0
b  0  15.3871  0
c  -3.2992  -1.1661  23.1053

Atoms and the computed forces on them: element, x, y, z (angstrom), force x, y, z (eV/angstrom)
Si  -0.0807  -3.3782  0.5432  0.0825  -0.3131  -0.7233
Si  0.1157  1.0813  0.3488  -0.0483  -0.1765  -0.4977
Si  0.6771  4.1235  -0.0764  0.5181  -0.617  0.0707
Si  0.1195  8.8271  0.5116  0.0205  0.1768  -0.6339
Si  3.9312  -2.7689  0.702  0.2701  -0.063  -0.4687
Si  3.9328  0.4264  0.36  0.2319  -0.1817  -0.7873
Si  4.1263  4.7841  0.5296  0.0526  0.0371  -0.4825
Si  3.8272  8.0227  0.3458  -0.1215  -0.1486  -0.5653
Si  7.4038  -2.1478  0.1146  -0.2719  -0.1628  -0.1837
Si  7.7721  0.9851  0.5521  0.0813  0.3616  -0.4411
Si  7.957  4.1166  0.5226  -0.22  -0.3949  -0.3379
Si  7.7769  7.2385  -0.0734  0.0811  0.192  -0.6429
Si  1.9052  -3.067  1.7974  -0.0014  0.1185  -0.2534
Si  2.0321  0.7569  1.7187  -0.2234  0.0667  -0.2199
Si  2.1764  4.3785  1.7645  0.0602  0.2388  -0.3928
Si  2.0299  8.3975  1.7803  0.0014  0.0472  -0.0795
Si  5.9119  -2.9655  1.8504  0.056  0.2032  -0.1874
Si  5.8226  0.8778  1.7829  -0.199  -0.0848  -0.2377
Si  6.0362  4.4086  1.827  -0.1446  0.0581  -0.1737
Si  5.9671  8.3104  1.326  -0.0443  -0.2072  -0.0471
Si  9.3848  -3.0158  1.5363  0.1022  0.2695  -0.2655
Si  9.7517  0.8151  1.7658  0.2234  0.0146  -0.1976
Si  10.0434  4.4076  1.5573  -0.0835  0.1874  -0.5148
Si  9.5723  8.2253  1.4385  0.168  -0.1423  -0.1572
Si  1.9704  -1.1265  3.1178  0.1273  -0.0818  0.1982
Si  2.1176  2.5658  3.2315  -0.075  -0.0939  0.0526
Si  2.0398  6.3796  2.9937  0.046  0.0921  0.266
Si  2.0439  10.3566  3.0474  0.0151  -0.0521  0.1639
Si  5.8677  -1.052  3.1665  -0.2948  -0.0099  0.2438
Si  5.8645  2.6191  3.2779  -0.0542  0.0087  0.1381
Si  5.9507  6.4894  2.8943  -0.1674  0.0988  0.2155
Si  5.9734  10.2927  2.8406  0.0674  -0.1649  -0.3399
Si  9.6673  -1.1652  3.0577  0.03  0.0564  -0.007
Si  9.8427  2.653  3.1776  0.1635  -0.1747  0.0622
Si  9.8077  6.3666  2.885  0.0452  0.0479  -0.0494
Si  9.5105  10.3096  2.7958  -0.1279  -0.0668  -0.1553
Si  0.058  -1.1553  4.467  0.0228  -0.0351  -0.0141
Si  0.1794  2.582  4.6012  -0.1265  0.0789  0.0355
Si  0.1287  6.4158  4.3287  -0.018  -0.1347  -0.0471
Si  -0.0164  10.3311  4.1914  0.001  0.0486  -0.0896
Si  3.9117  -1.1284  4.5081  0.1037  0.0592  -0.1
Si  3.9988  2.5815  4.6746  0.1041  -0.0032  0.0459
Si  4.0286  6.431  4.3078  0.1383  -0.0709  -0.2041
Si  4.0435  10.3576  4.2678  -0.0285  0.0254  0.0399
Si  7.7807  -1.101  4.5037  -0.0696  -0.0243  -0.1052
Si  7.8554  2.5939  4.5355  -0.0406  0.1127  0.0766
Si  7.8627  6.4219  4.2479  -0.0666  0.0921  -0.0847
Si  7.7523  10.3178  4.3141  0.0636  -0.0431  0.0413
Si  0.0496  12.2101  5.6417  0.0049  0.0243  0.1166
Si  0.1469  0.6646  6.0195  -0.005  0.0153  -0.0469
Si  0.1575  4.5955  5.8336  0.1183  0.0967  0.3209
Si  0.0645  8.4066  5.5392  -0.0571  -0.1228  -0.0438
Si  3.9352  12.257  5.7257  0.0932  0.1148  0.0018
Si  3.9675  0.6513  6.0775  -0.0687  -0.0908  -0.1963
Si  4.1223  4.6064  5.8407  -0.3541  -0.0372  0.2429
Si  4.0107  8.4048  5.5598  0.1051  -0.0201  -0.0691
Si  7.7043  12.2524  5.6824  0.0076  0.0145  0.0321
Si  7.7534  0.7057  6.0138  0.147  -0.048  -0.0381
Si  7.8418  4.6022  5.7356  0.0098  0.0912  0.2413
Si  7.8452  8.3624  5.5642  -0.0367  -0.0783  0.0306
Si  1.9737  12.2009  7.0617  -0.1479  0.0155  -0.1439
Si  2.0893  0.6329  7.4884  0.0846  0.067  0.1439
Si  2.1742  4.6121  7.1692  -0.1139  0.0006  -0.2997
Si  2.0315  8.4611  6.7884  0.0771  -0.0389  -0.1303
Si  5.8247  12.3122  7.1368  -0.0154  0.1402  -0.0379
Si  5.8446  0.6458  7.5319  -0.0719  -0.0855  0.1908
Si  6.0531  4.5775  7.2677  0.2127  -0.034  0.0471
Si  5.9357  8.3757  6.9078  -0.0731  -0.0516  -0.2115
Si  9.6522  12.1956  6.9692  0.0768  0.2241  -0.2913
Si  9.7035  0.6594  7.3039  -0.1229  -0.1901  0.075
Si  9.6899  4.7242  7.17  0.0677  -0.0883  -0.3706
Si  9.725  8.3751  6.9284  -0.0147  -0.1005  -0.0973
Si  1.9711  -1.4643  8.7188  -0.0619  -0.1835  0.0837
Si  2.3039  2.7373  8.7003  -0.0981  0.1718  0.2637
Si  2.1639  6.7105  8.2579  -0.3509  -0.1929  0.3232
Si  2.0094  10.1981  8.2789  -0.068  0.0124  0.0781
Si  5.803  -1.4358  8.9333  0.0554  -0.1987  0.1343
Si  6.0148  2.68  8.8268  -0.0601  0.1161  0.0573
Si  6.0098  6.6505  8.4657  0.2456  0.0148  0.2079
Si  5.8229  10.2738  8.2203  0.129  -0.0832  0.1818
Si  9.5912  -1.4377  8.4986  -0.0033  0.0014  0.1196
Si  9.7168  2.7287  8.4055  0.0014  0.0185  0.0224
Si  9.6387  6.7123  8.5528  -0.0005  0.0858  0.5341
Si  9.7064  10.2566  8.2183  0.0041  0.0515  0.1363
Si  11.4353  13.3916  9.8135  -0.0627  -0.0225  0.8229
Si  11.7037  3.2578  9.4876  0.0377  0.546  0.0028
Si  11.762  6.3838  9.5689  -0.003  -0.2933  0.1012
Si  11.6053  10.3001  9.5619  -0.0297  0.0692  0.9153
Si  3.7742  -2.2305  10.1406  -0.0829  -0.1387  0.3915
Si  4.164  3.6141  10.1297  -0.0599  0.0301  0.3179
Si  4.0271  6.8279  9.6091  -0.0952  0.4288  0.17
Si  3.9362  10.0226  9.5725  0.0195  -0.2781  0.6969
Si  7.8757  13.3605  10.0994  0.1519  -0.3298  0.5085
Si  8.1231  2.4476  10.1146  0.5261  0.4594  0.3093
Si  7.7394  7.3045  9.9918  0.136  0.1229  0.5869
Si  7.7672  10.3103  9.4724  -0.0687  -0.0719  0.9122
Si  -3.446  3.3831  12.9569  -0.0091  -0.048  0.4751
Si  9.5133  -4.3652  13.9556  -0.066  -0.106  0.1995
Si  3.5449  2.3775  12.9204  -0.1849  0.0645  0.3145
Si  0.117  0.1727  13.5059  0.0213  0.2112  0.2738
Si  3.3907  -0.9801  15.774  -0.1182  -0.1846  0.3308
Si  10.4443  2.2548  11.8594  0.1054  0.2182  0.2503
Si  4.6648  1.7601  15.7898  0.073  -0.007  0.2808
Si  -0.1251  6.4545  12.7147  0.0096  -0.1178  0.3877
Si  5.0464  7.5418  20.3083  0.0891  0.2838  -0.1486
Si  0.6512  2.85  18.1522  0.0857  0.017  -0.3854
Si  2.8274  9.0942  16.516  -0.1106  -0.1233  0.3306
Si  2.8378  -0.6411  12.8081  -0.1133  -0.0233  0.2998
Si  9.4852  3.0354  17.4459  0.0517  0.1177  -0.1437
Si  2.9746  4.1384  16.9359  -0.1101  0.1326  0.0352
Si  9.7652  -1.5952  12.3837  0.2586  -0.058  0.4974
Si  7.0021  10.6108  15.4349  -0.1476  0.0064  -0.0197
Si  6.3957  7.6053  14.9305  0.0135  0.1445  0.0207
Si  1.9042  -4.195  21.2341  -0.0773  -0.1589  -0.178
Si  3.6543  7.5079  14.1592  0.0512  0.0125  0.0203
Si  2.2776  10.1055  14.0485  -0.1302  0.0643  -0.0324
Si  2.0297  4.8785  14.0766  -0.0547  0.0913  0.3025
Si  0.7006  0.3456  16.3762  0.0065  -0.0615  0.0737
Si  9.655  7.9613  18.5404  -0.0558  0.1935  -0.2645
Si  8.2255  6.3036  12.9565  0.107  0.1232  0.5272
Si  -0.0126  9.386  12.4901  -0.0447  0.1911  0.4089
Si  -3.9027  1.9699  15.4732  0.042  -0.0086  0.0389
Si  8.1278  5.435  18.5317  0.0747  -0.0609  -0.2605
Si  0.3425  6.7813  20.4505  0.1968  0.1941  -0.2831
Si  9.5444  -2.1931  18.7754  -0.1428  -0.09  -0.3802
Si  9.3002  0.1457  17.0541  -0.0867  -0.1739  0.0708
Si  8.7809  12.8665  21.5332  -0.1689  -0.1072  -0.2061
Si  4.1963  -3.8134  15.7009  0.106  0.047  0.1056
Si  -0.2712  3.647  20.9727  -0.0278  -0.0815  -0.1083
Si  7.9085  7.4134  20.7363  -0.0494  0.135  -0.2551
Si  9.5219  10.6837  16.9451  0.0827  -0.0747  0.1042
Si  2.4763  8.6833  19.5526  -0.0058  0.0191  -0.2567
Si  0.0388  -1.8303  20.902  0.0365  0.1804  -0.2814
Si  5.5042  5.965  17.5452  0.0005  -0.1334  -0.1535
O  -0.1397  -2.6557  -0.928  0.1972  0.2548  0.381
O  0.3309  2.5375  -0.4295  0.0075  0.155  0.538
O  9.929  9.2071  17.5318  -0.1802  0.0099  0.1075
O  -0.0416  -0.0013  -0.8857  0.2601  0.0134  0.2321
O  0.081  -4.9579  0.1173  -0.1737  -0.1817  0.633
O  1.5174  4.7009  -1.4357  -0.384  -0.1715  0.4631
O  1.3234  -2.7924  20.626  -0.1606  -0.1719  0.3173
O  0.3636  8.1699  -0.9761  -0.1444  0.1846  0.2489
O  4.2113  -1.1901  0.329  -0.272  0.026  0.153
O  0.8854  -4.7499  22.3884  0.0518  0.3515  0.3065
O  0.7587  3.0232  22.0865  -0.1306  0.2058  0.373
O  10.8746  -1.4951  19.4496  -0.0385  -0.1888  0.4741
O  8.9  6.6986  17.7822  -0.0624  -0.0888  0.4077
O  3.9486  6.3879  0.2144  -0.0052  0.0755  0.1261
O  0.0768  5.1816  20.5141  -0.0742  -0.126  0.0822
O  1.6623  9.6601  15.5146  0.5361  -0.0079  -0.3018
O  6.7249  -2.8262  -1.2607  0.0291  0.3561  0.2937
O  7.6441  -0.5184  -0.2504  0.0055  -0.2461  0.3382
O  7.8271  2.5441  -0.2084  0.0636  0.0825  0.6899
O  7.7891  5.5689  -0.3406  0.0746  0.4071  0.549
O  7.7553  7.7186  -1.6566  0.0533  -0.0673  0.4812
O  3.4555  7.7759  15.7721  -0.0579  0.1994  -0.2687
O  10.9407  13.9948  11.2741  0.0898  -0.1916  -0.401
O  11.6078  11.8004  10.2466  -0.0347  0.1576  -0.5698
O  2.9307  0.9488  12.47  0.1045  -0.0587  0.0285
O  1.2693  -0.9173  13.1519  0.1138  0.1186  -0.111
O  0.3061  7.952  13.1847  -0.0317  -0.0203  -0.3566
O  6.3936  9.1255  15.4469  0.0714  -0.0588  -0.0769
O  11.5663  9.2588  10.8703  0.004  0.3738  -0.4703
O  3.8757  11.4936  10.4584  0.0111  0.114  -0.4852
O  3.4648  -1.4925  11.5896  0.0671  -0.2415  -0.351
O  2.4328  3.4942  13.3391  0.204  -0.1102  -0.093
O  9.2833  1.4836  10.9524  -0.3809  0.3303  0.0273
O  4.3039  0.2548  16.2756  -0.0969  0.0928  -0.2827
O  4.0024  5.2809  10.3657  0.059  -0.0992  -0.2192
O  3.9821  8.4443  10.2942  0.0485  -0.0015  -0.5593
O  7.8195  11.7029  10.3953  0.024  0.2745  -0.5949
O  8.3292  13.9529  11.6107  -0.0816  -0.2027  -0.5522
O  10.1655  -0.493  13.5428  0.0862  -0.1043  -0.4327
O  7.7396  4.8536  13.5148  0.1267  -0.0749  -0.3737
O  3.8268  -2.4053  16.4032  -0.04  0.0442  -0.3219
O  3.3112  11.3368  14.3323  -0.0635  -0.2002  0.1743
O  7.7304  8.9285  10.4144  0.1061  -0.2925  -0.7412
O  7.6194  6.5814  11.4767  0.0347  0.1583  -0.434
O  -4.1495  2.2493  13.8898  0.1968  0.1954  -0.013
O  5.2307  7.3782  13.8269  -0.111  0.0465  0.1909
O  9.6898  3.0522  13.0566  -0.1901  -0.1628  -0.3532
O  9.0297  4.0982  18.5706  -0.0694  0.0979  -0.0328
O  3.6204  -1.0363  14.1674  -0.1273  0.134  -0.1222
O  1.8544  -0.7792  16.2726  0.1736  0.2155  -0.1931
O  0.3775  6.2949  11.1952  -0.0074  0.1731  -0.5114
O  1.1029  1.4017  17.5401  -0.1647  0.1314  -0.0281
O  2.111  4.6765  15.6793  0.1858  -0.1136  -0.1506
O  11.2807  3.3903  11.0644  -0.1383  -0.5077  -0.2399
O  1.9245  3.8632  18.1488  -0.1008  -0.1954  -0.1548
O  7.6254  3.3959  11.3884  0.2293  -0.379  -0.1649
O  4.3361  2.9638  11.6357  -0.0661  0.1587  -0.2739
O  11.7615  4.8282  9.0591  -0.0471  -0.1529  0.3388
O  2.2811  8.6473  17.9439  0.1506  0.0452  0.1973
O  10.0634  9.8323  13.0105  0.1856  0.0871  -0.1512
O  3.0788  8.8294  13.4107  -0.045  0.0286  0.1904
O  7.9023  10.7967  16.7771  0.1466  -0.0428  -0.2508
O  0.5116  0.9801  14.8805  -0.0168  -0.325  -0.2103
O  3.0021  6.1178  13.6679  -0.078  0.0038  0.0381
O  8.482  12.8094  19.9432  0.3548  0.1472  0.2753
O  9.8426  -2.9815  13.217  -0.0785  0.2212  -0.356
O  3.4024  8.5694  -1.1665  0.1333  -0.29  0.4631
O  1.089  10.4803  13.0245  -0.0847  -0.3212  -0.0496
O  7.8143  5.9539  20.0238  0.0287  0.1247  0.011
O  6.7269  4.9473  17.8742  0.0747  0.3518  0.0922
O  5.7771  -3.7337  15.3814  -0.1039  -0.1952  0.0551
O  3.6947  2.7444  16.603  0.0769  -0.0327  -0.1592
O  8.356  0.5258  15.7766  0.0455  0.3427  0.0815
O  8.5894  3.1497  16.0926  -0.0665  -0.3253  0.0708
O  3.9033  10.3128  16.7019  -0.1109  0.0345  -0.3118
O  11.0131  7.4209  19.2314  -0.0108  -0.1623  0.3307
O  6.0504  6.6996  16.2167  -0.0424  0.0397  0.0151
O  7.7861  7.3201  14.153  -0.0819  -0.1903  -0.3189
O  11.038  3.3794  17.114  -0.042  -0.2451  0.3951
O  4.4942  2.059  14.2005  -0.1621  0.016  -0.092
O  0.0015  2.743  19.6348  -0.1067  0.2228  0.2449
O  7.9074  10.8568  14.1159  0.2653  -0.0019  0.162
O  -1.7165  6.3266  12.8266  -0.0662  -0.0033  -0.1533
O  9.3481  1.4953  17.9871  0.0723  0.0266  -0.3181
O  5.2988  6.9295  18.8246  -0.0076  -0.0227  0.243
O  0.5325  5.3292  13.6766  0.0354  0.1632  -0.3233
O  1.8547  7.2755  20.082  -0.0958  0.0265  0.0883
O  10.003  -3.5294  17.9549  -0.1787  0.2399  0.1289
O  10.3966  12.791  21.7556  -0.0498  0.1565  -0.2278
O  0.0762  1.2789  12.3404  -0.3213  -0.0176  -0.0274
O  6.2014  2.0194  16.2074  -0.025  -0.0371  -0.253
O  -0.7357  -0.3351  16.6766  -0.0293  0.2849  0.0216
O  1.8214  10.0615  20.0761  0.1101  0.1326  0.2661
O  4.1028  5.209  17.3349  0.0748  -0.03  -0.0492
O  6.4465  8.0915  20.9176  -0.0254  -0.3035  -0.039
O  4.0158  8.7598  20.0518  -0.0352  -0.3099  0.0421
O  8.7208  -1.1351  17.8459  0.3418  -0.025  0.0841
O  8.715  8.4565  19.7763  -0.0205  -0.4672  0.1396
O  10.1733  -4.4756  15.4607  -0.3086  0.0111  -0.1637
O  0.4605  -0.4959  21.7841  -0.0258  -0.3045  0.7955

Results
free energy: -62187.432 eV
free energy less fixed offsets of O -463.61, Si -117.95 eV per atom: -21.132 eV
pressure: -1.59 GPa
stress xx, yy, zz, yz, xz, xy (GPa, positive in tension): 0, 2.74, 2.02, -0.1, 0.09, 0.07
